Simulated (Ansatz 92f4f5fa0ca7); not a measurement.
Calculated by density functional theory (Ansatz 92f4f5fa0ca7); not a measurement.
Periodic cell of 140 atoms, Si84O56, from a study of silicon, its oxide and their interface. The atomic structure is a simulated model.

Settings: functional r2SCAN; potential files Ansatz norm-conserving; basis plane waves; wave-function cutoff 1300 eV; density cutoff ratio 4; exchange-correlation grid ratio 1; k mesh 2 x 2 x 1, shifted by 0.5 0.5 0.5 of a step; self-consistency stop 5e-08 eV per atom in the density residual; occupations Fermi-Dirac, 0.05 eV; spin none; net charge 0.

Cell vectors (angstrom)
a  10.88  0  0
b  0  10.88  0
c  0  0  20.4636

Atoms: element, x, y, z (angstrom)
Si  0.1722  -0.6882  -0.5045
Si  3.4841  2.0595  0.1157
Si  0.379  5.6348  0.065
Si  2.1412  8.5719  0.0367
Si  5.5877  -0.2369  0.3699
Si  7.7471  3.0933  -0.031
Si  5.5456  5.2284  0.5033
Si  7.6636  8.2904  -0.1415
Si  1.5791  1.3576  1.3326
Si  4.1028  3.8494  1.6056
Si  1.3204  7.0134  1.6449
Si  3.9496  9.412  1.4607
Si  6.9102  1.3583  1.4442
Si  9.6484  4.1086  1.1955
Si  6.7947  6.8551  1.5437
Si  9.4333  9.3446  1.1244
Si  0.1239  2.7164  2.6273
Si  2.7004  -0.0399  2.8603
Si  -0.1852  8.2131  2.8639
Si  2.7051  5.4226  2.799
Si  5.5232  2.6084  2.924
Si  8.3318  -0.038  2.6304
Si  5.3821  8.146  2.8506
Si  8.2797  5.447  2.7342
Si  1.3481  4.061  4.1259
Si  4.0739  1.3376  4.2628
Si  1.253  9.541  4.2064
Si  4.088  6.7223  4.1799
Si  6.8893  4.0842  4.1523
Si  9.6606  1.3136  4.0289
Si  6.8471  9.5925  4.0504
Si  9.4934  6.7781  4.2556
Si  -0.0225  0.0255  5.6099
Si  2.6794  2.7616  5.6112
Si  0.0149  5.3618  5.5453
Si  2.6893  8.1317  5.4264
Si  5.5801  0.0626  5.5082
Si  8.2787  2.6419  5.3953
Si  5.4548  5.4074  5.5451
Si  8.0989  8.2143  5.5026
Si  1.3046  1.4014  7.0099
Si  4.0676  4.1418  6.9951
Si  1.3571  6.773  6.8543
Si  4.1286  9.5416  6.6655
Si  6.9529  1.4506  6.9256
Si  9.6127  3.8554  6.8698
Si  6.8203  6.785  6.865
Si  9.4268  9.5306  6.9558
Si  -0.1127  2.5391  8.5649
Si  2.9154  0.0913  8.0391
Si  -0.1085  8.0334  8.1654
Si  2.636  5.5357  8.4156
Si  5.6092  2.9215  8.2814
Si  8.1396  0.0156  8.4449
Si  5.3327  8.1575  8.0994
Si  8.2866  5.3029  8.0458
Si  1.0276  4.2165  9.7632
Si  4.4546  1.2144  9.3867
Si  2.1583  9.4579  9.622
Si  3.5719  7.5096  9.491
Si  6.7866  4.64  9.6641
Si  9.458  1.0373  10.2045
Si  6.386  9.7135  9.4898
Si  9.7552  6.4067  9.468
Si  0.6323  -0.5831  11.9409
Si  3.6648  6.1065  12.0967
Si  -3.2956  2.8092  12.1368
Si  6.1357  6.6805  13.8174
Si  7.3232  7.2843  11.062
Si  3.8199  11.2808  15.5947
Si  -5.8236  13.1525  13.6323
Si  8.6788  3.3245  17.6328
Si  7.1594  4.0058  14.848
Si  12.2145  3.8803  15.5324
Si  2.5871  2.0597  17.7105
Si  3.1331  3.2048  11.5492
Si  -1.61  6.4389  18.2943
Si  12.3717  -3.165  13.4509
Si  0.8861  1.027  14.6286
Si  4.1587  -2.5053  15.0887
Si  -0.1368  11.762  17.4211
Si  3.0711  6.0302  19.239
Si  10.991  6.4617  15.9057
Si  13.7692  6.0117  16.4107
O  -0.6186  -0.2875  -1.9871
O  0.6629  -2.099  -7.9073
O  3.0578  2.6734  -1.3496
O  4.5771  0.8867  -0.3859
O  -0.3649  6.5184  -1.1214
O  0.5168  11.3583  -7.2977
O  0.547  11.6353  0.1712
O  2.6463  7.612  -1.241
O  8.1027  -3.4755  -1.5212
O  8.943  -6.0319  -2.3067
O  6.6354  4.2937  -0.3066
O  7.9183  2.5702  -1.6049
O  4.5181  5.9928  -0.5114
O  6.5398  9.5087  -0.5217
O  12.3619  6.7808  -3.7404
O  -3.0232  3.4989  16.2253
O  3.7785  4.6837  11.3307
O  3.6785  2.0682  10.5533
O  5.3367  -0.0155  10.115
O  2.0074  10.3379  11.0515
O  0.6314  8.9605  9.3175
O  4.0714  7.2877  11.0792
O  6.4308  6.2046  10.1807
O  10.7917  5.3629  10.2388
O  10.2628  -0.1766  10.982
O  8.6422  1.7815  11.4576
O  6.8847  8.8252  10.7894
O  13.6869  8.4361  14.1523
O  8.8878  7.1104  10.6695
O  7.3632  3.9857  11.0569
O  1.5605  -7.413  11.1886
O  -5.2032  3.3353  14.7036
O  10.8868  4.8309  15.6852
O  3.8374  12.2629  16.8949
O  -7.2833  2.73  13.0555
O  -4.7195  12.9373  12.4505
O  4.7565  5.9947  13.2967
O  7.1873  6.9837  12.6444
O  6.8959  5.6342  14.8367
O  9.7284  6.964  16.7954
O  5.6306  8.129  14.4116
O  1.8498  5.1301  19.8927
O  -2.8195  14.3698  13.563
O  4.2289  9.7493  15.9525
O  -0.1467  0.5263  15.8033
O  12.3095  0.9416  17.8969
O  0.3222  -3.6956  14.4674
O  13.4623  4.9212  15.2073
O  11.8568  2.668  14.5176
O  1.8186  3.2363  16.9212
O  9.9872  2.344  17.4424
O  -6.0221  0.8837  14.4482
O  4.0284  7.076  16.0378
O  3.3732  5.3631  17.787
O  2.1467  6.4503  12.6418
O  13.208  0.4071  14.9973

Results
free energy: -35883.800 eV
free energy less fixed offsets of O -463.61, Si -117.95 eV per atom: -13.840 eV
pressure: -2.21 GPa
stress xx, yy, zz, yz, xz, xy (GPa, positive in tension): 1.47, 2.65, 2.51, 0.6, -0.1, -1.95

Forces (eV/angstrom), in the order of the atoms: element, x, y, z
Si  -0.8173  0.1261  -0.0478
Si  0.0246  0.3911  -0.7117
Si  0.0316  0.0625  -0.1952
Si  0.3516  -0.2646  -0.4155
Si  -0.0008  -0.1193  -0.799
Si  -0.2241  0.0984  -0.7027
Si  -0.1833  -0.0378  -0.3963
Si  -0.3301  -0.0415  -0.3665
Si  0.0015  -0.0181  -0.3631
Si  0.1478  -0.0356  -0.1086
Si  0.0833  -0.2325  -0.1197
Si  0.0305  -0.0494  -0.0008
Si  -0.0041  0.199  -0.0278
Si  -0.0234  0.0511  -0.3034
Si  0.0244  -0.1458  -0.3126
Si  0.1494  0.0064  -0.3452
Si  -0.1359  0.1221  0.005
Si  -0.0671  -0.1134  0.2156
Si  0.0302  0.1607  -0.0428
Si  0.208  -0.1113  -0.1729
Si  -0.0486  0.0961  0.2469
Si  0.0826  0.0187  0.0221
Si  -0.1604  -0.1002  0.0891
Si  0.0329  0.0769  0.0116
Si  0.0851  0.1472  0.0973
Si  0.0276  0.1365  0.0195
Si  0.0661  -0.0764  -0.2153
Si  0.1143  0.0655  -0.0642
Si  -0.0837  -0.1582  -0.0329
Si  0.0233  -0.1115  -0.0496
Si  0.0119  0.0274  -0.0985
Si  -0.0936  -0.1606  -0.0469
Si  0.0247  0.0095  0.196
Si  0.0767  0.0025  -0.0543
Si  0.0054  0.0319  0.0312
Si  -0.0997  -0.0541  0.2074
Si  -0.1654  -0.0373  0.1078
Si  0.0313  0.0824  0.0391
Si  0.111  -0.0331  -0.001
Si  -0.0682  -0.1453  0.0695
Si  -0.0597  -0.0214  -0.0574
Si  -0.2048  0.1114  0.0724
Si  0.2105  -0.0253  -0.1118
Si  0.0923  -0.2103  -0.1805
Si  -0.0003  0.1079  0.1011
Si  0.0732  -0.1439  0.0516
Si  -0.0174  0.0357  0.0561
Si  -0.0142  0.1003  -0.1309
Si  0.0914  0.078  0.1786
Si  0.0818  -0.1209  0.1109
Si  0.0635  0.0757  0.3836
Si  -0.0034  -0.1396  0.1684
Si  -0.0404  0.0184  0.3631
Si  -0.1431  -0.0545  0.1294
Si  -0.0713  0.1473  0.0742
Si  -0.2247  0.3468  0.1124
Si  -0.1073  0.2691  0.6144
Si  0.0862  0.0402  0.7715
Si  -0.1563  0.5499  0.4674
Si  0.2771  -0.3813  0.5102
Si  0.4236  -0.0494  0.2857
Si  -0.1708  -0.1189  0.152
Si  -0.2047  0.1396  0.6336
Si  -0.2012  -0.0572  0.3932
Si  0.2029  -0.2005  0.41
Si  0.0199  0.184  0.6841
Si  -0.0149  -0.0162  0.3029
Si  -0.0359  0.1693  0.4722
Si  0.0897  -0.0872  0.268
Si  0.2059  -0.3233  -0.0286
Si  0.1799  -0.3054  0.5567
Si  -0.0064  0.004  -0.4462
Si  -0.1648  0.1815  0.119
Si  -0.1736  -0.0598  -0.2617
Si  0.1986  0.087  -0.1361
Si  0.0447  -0.2364  0.2111
Si  -0.0565  0.181  -0.0469
Si  0.0329  0.0999  0.3186
Si  0.2391  0.0207  0.0308
Si  0.113  0.1625  0.229
Si  0.3317  0.181  -0.4098
Si  0.1285  -0.4089  -0.2377
Si  0.1539  0.0496  -0.2529
Si  0.1917  0.2556  -0.3362
O  0.4013  -0.2358  0.792
O  -0.0172  0.2348  -0.254
O  0.0696  -0.259  0.2151
O  -0.1339  0.1043  0.3331
O  0.0681  -0.2403  0.209
O  0.0631  -0.1679  -0.172
O  0.2143  -0.1473  0.2193
O  -0.0954  0.0224  0.3327
O  0.1196  0.222  0.3628
O  0.0593  0.0939  -0.0021
O  0.2294  -0.2548  0.5236
O  0.0448  0.119  0.621
O  -0.1795  0.0176  0.0389
O  0.0417  0.1861  0.7086
O  -0.0677  -0.2453  -0.1229
O  0.1858  -0.0746  0.2944
O  0.0346  -0.081  -0.1586
O  0.0177  0.0125  -0.0544
O  0.1057  0.1685  -0.8758
O  -0.101  -0.3645  -0.4928
O  0.335  0.0456  -0.2244
O  -0.1804  -0.0481  -0.4464
O  -0.0562  -0.4566  0.0221
O  0.2243  -0.1503  -0.5625
O  -0.1163  0.4544  -0.3483
O  0.2503  -0.0784  -0.5223
O  -0.0196  -0.2009  -0.3239
O  -0.1021  -0.2475  -0.0853
O  -0.1362  -0.0565  -0.1069
O  -0.2608  0.1144  -0.4233
O  0.069  0.23  -0.5587
O  0.0917  -0.0545  -0.3757
O  0.3034  0.1563  0.1192
O  -0.3667  0.0962  0.012
O  -0.0282  0.1829  -0.5614
O  0.1118  0.28  -0.0784
O  -0.1906  0.0358  -0.401
O  -0.0643  0.0098  -0.5511
O  -0.0429  -0.1925  -0.2705
O  -0.0307  -0.2248  0.4909
O  -0.1882  -0.3455  -0.1358
O  -0.3132  0.32  0.0949
O  -0.3686  -0.1365  -0.2872
O  -0.204  0.0571  -0.2628
O  0.1402  0.1593  0.3105
O  -0.0305  0.1609  -0.0636
O  0.2279  0.0037  0.1296
O  -0.2611  0.0159  0.4032
O  0.0507  -0.1533  0.249
O  0.0339  -0.1356  -0.0016
O  -0.1266  -0.1441  0.2186
O  -0.1959  0.343  -0.0168
O  -0.321  -0.0798  -0.0766
O  -0.157  0.2418  0.402
O  0.2984  -0.0547  -0.2574
O  -0.166  0.2299  0.0091
